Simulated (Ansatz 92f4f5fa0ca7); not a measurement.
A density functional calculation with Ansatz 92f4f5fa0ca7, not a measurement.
Periodic cell of 285 atoms, Si170O109H6, from a study of silicon, its oxide and their interface. The atomic structure is a simulated model.

Settings
functional: PBE
potential files: Ansatz PAW
basis: plane waves
wave-function cutoff: 700 eV
density cutoff ratio: 5
exchange-correlation grid ratio: 1
k mesh: 2 x 2 x 1, shifted by 0.5 0.5 0.5 of a step
self-consistency stop: 5e-08 eV per atom in the density residual
occupations: fixed
spin: none
net charge: 0

Cell vectors (angstrom)
a 11.6015 0 0
b 0 13.3963 0
c 0 0 30.8432

Atoms: element, x, y, z (angstrom)
Si 11.5433 0.0771 24.1841
Si 3.8004 0.1673 24.1271
Si 7.6299 0.03 24.257
Si 1.8023 3.437 24.3506
Si 5.7492 3.5213 24.1327
Si 9.614 3.3671 24.1651
Si 11.4897 6.6852 23.8881
Si 3.9028 6.5563 24.0161
Si 7.6159 6.8648 24.0813
Si 1.8959 10.0333 24.0256
Si 5.7588 10.1413 24.1637
Si 9.6667 10.2389 24.0644
Si 11.5111 2.2657 25.0474
Si 3.8258 2.3652 24.9554
Si 7.6469 2.2983 24.8835
Si 1.855 5.706 24.8843
Si 5.8083 5.6743 25.0472
Si 9.5662 5.6474 24.7951
Si 11.5342 8.9377 24.7596
Si 3.8475 8.8772 24.7418
Si 7.7403 9.0737 24.8829
Si 1.8992 12.3053 24.8276
Si 5.6757 12.3515 24.9773
Si 9.6238 12.3831 24.9965
Si 11.553 2.2566 27.3729
Si 3.8368 2.2882 27.3139
Si 7.6808 2.2715 27.2671
Si 1.8876 5.6631 27.268
Si 5.7888 5.6289 27.3793
Si 9.6294 5.6349 27.2074
Si 11.5688 8.9446 27.1891
Si 3.8427 8.9222 27.1739
Si 7.7328 8.9841 27.2636
Si 1.9207 12.2927 27.2266
Si 5.7381 12.315 27.3241
Si 9.6428 12.3141 27.3367
Si 1.9116 1.1248 28.0752
Si 5.7648 1.1533 28.0906
Si 9.6119 1.1454 28.1017
Si 11.5633 4.5183 28.0645
Si 3.8173 4.5196 28.082
Si 7.7349 4.4911 28.0806
Si 1.9101 7.8727 28.0624
Si 5.7835 7.8751 28.0712
Si 9.6533 7.8461 28.0591
Si 11.591 11.1733 28.0516
Si 3.8281 11.1497 28.0589
Si 7.6987 11.2005 28.0846
Si 1.9336 1.1164 30.4482
Si 5.8008 1.1164 30.4482
Si 9.6679 1.1164 30.4482
Si 0 4.4654 30.4482
Si 3.8672 4.4654 30.4482
Si 7.7343 4.4654 30.4482
Si 1.9336 7.8145 30.4482
Si 5.8008 7.8145 30.4482
Si 9.6679 7.8145 30.4482
Si 0 11.1635 30.4482
Si 3.8672 11.1635 30.4482
Si 7.7343 11.1635 30.4482
Si 0 0 0.3944
Si 3.8672 0 0.3944
Si 7.7343 0 0.3944
Si 1.9336 3.3491 0.3944
Si 5.8008 3.3491 0.3944
Si 9.6679 3.3491 0.3944
Si 0 6.6981 0.3944
Si 3.8672 6.6981 0.3944
Si 7.7343 6.6981 0.3944
Si 1.9336 10.0472 0.3944
Si 5.8008 10.0472 0.3944
Si 9.6679 10.0472 0.3944
Si 11.6333 -0.0064 2.8004
Si 3.8987 -0.0365 2.7838
Si 7.7649 -0.0301 2.7805
Si 1.9162 3.326 2.8039
Si 5.8032 3.3344 2.7586
Si 9.7281 3.2758 2.7585
Si 11.6508 6.7047 2.7447
Si 3.8763 6.6776 2.7811
Si 7.7466 6.6692 2.7541
Si 1.9951 10.0685 2.7467
Si 5.8137 10.0336 2.7662
Si 9.69 10.0617 2.7613
Si 11.6348 2.1805 3.7339
Si 3.8678 2.2011 3.5422
Si 7.7508 2.2187 3.5139
Si 1.9418 5.5657 3.6121
Si 5.8142 5.5521 3.5762
Si 9.7208 5.5271 3.4062
Si 11.663 8.9667 3.4608
Si 3.8855 8.9067 3.5785
Si 7.7604 8.9122 3.5135
Si 1.9572 12.2738 3.6223
Si 5.8458 12.2494 3.6092
Si 9.7158 12.2748 3.629
Si 11.6423 2.1076 6.2221
Si 3.8914 2.1633 5.9035
Si 7.7319 2.2292 5.8627
Si 1.9307 5.565 6.014
Si 5.8235 5.5192 5.9574
Si 9.7638 5.4849 5.7168
Si 11.6836 8.977 5.7891
Si 3.8956 8.887 5.9538
Si 7.7692 8.8646 5.8654
Si 1.9992 12.2242 6.027
Si 5.891 12.2307 5.9955
Si 9.7562 12.2475 6.0407
Si 2.1135 1.0057 6.9556
Si 5.8419 1.0981 6.687
Si 9.5269 1.0845 6.837
Si 11.6024 4.4064 6.8149
Si 3.8649 4.3785 6.6928
Si 7.852 4.4694 6.595
Si 1.9173 7.8403 6.7484
Si 5.839 7.7592 6.6598
Si 9.7915 7.7367 6.3403
Si 11.6939 11.0934 6.8734
Si 3.9527 11.1065 6.7333
Si 7.8466 11.0621 6.7302
H 5.8726 7.7738 8.1571
H 3.9565 11.0804 8.2348
H 5.8482 1.1643 8.1842
O 8.1868 4.5277 8.2183
O 11.4637 4.5226 8.4936
O 8.0125 10.9609 8.3874
O 9.014 1.1426 8.462
O 0.2074 10.8868 8.5519
O 3.7735 4.1713 8.3461
O 1.7726 8.0684 8.4054
O 10.156 7.5621 7.9327
O 2.5527 0.8945 8.5845
H 5.8349 10.244 22.6699
H 9.6878 3.2614 22.6721
H -0.1278 0.1446 22.6858
O 4.129 6.0629 22.4051
O 3.8381 0.4743 22.4779
O 1.7974 9.907 22.363
O 5.6892 3.8395 22.4764
O 9.7557 10.5979 22.4307
O 1.5398 3.4927 22.7253
O 7.3481 7.0017 22.4316
O 11.3701 6.5419 22.2105
O 7.5429 13.3429 22.6142
Si 6.8038 5.6307 19.2023
Si 5.853 11.0776 17.7569
Si 11.159 13.3091 17.7925
Si 4.0454 13.0995 21.0541
Si 0.1954 11.8183 9.9091
Si 5.9527 8.8033 11.3314
Si 9.2131 0.7815 12.8479
Si 3.8717 10.7355 15.4812
Si 8.0944 10.1624 9.7921
Si 5.9284 5.7241 11.1536
Si 3.015 8.5863 12.2427
Si 3.72 3.2118 17.2914
Si 10.009 1.0087 9.7584
Si 11.4107 5.8487 20.721
Si 9.7248 11.1942 12.0501
Si 11.1565 3.6862 9.8686
Si 4.741 4.7957 21.5302
Si 9.0709 10.46 20.9533
Si 3.063 6.5718 14.6421
Si 8.6518 1.2088 18.8872
Si 9.7235 4.6063 16.2437
Si 6.0601 10.7104 13.498
Si 2.0354 1.416 19.2742
Si 1.9156 3.6571 21.174
Si 7.6354 9.6425 15.9418
Si 1.4382 10.3032 14.2792
Si 7.0624 6.4218 16.1881
Si 1.9522 3.0288 11.6164
Si 1.9707 2.5621 14.7522
Si 7.2337 13.0275 21.0699
Si 6.0887 0.9186 17.0758
Si 2.6255 0.3423 10.1317
Si 3.3977 4.8961 9.7474
Si 0.5653 7.5385 18.2177
Si 3.5313 6.5181 17.6613
Si 10.6967 1.9329 15.3513
Si 2.4033 10.4266 20.9452
Si 10.2051 9.176 14.3916
Si 9.4176 4.1363 19.193
Si 11.6277 10.5653 18.9834
Si 6.3003 1.6786 14.0333
Si 9.9635 7.6353 9.5143
Si 8.4693 4.9713 9.7455
Si 2.5575 12.8903 14.3053
Si 1.4287 7.2723 9.7911
Si 5.3452 4.76 14.0905
Si 4.707 13.1978 12.1959
Si 4.6699 8.8483 19.6088
Si 7.1995 7.8565 21.0457
Si 11.5071 6.6736 15.2471
O 8.241 9.0766 20.9972
O 11.4322 7.3298 10.153
O 0.6028 3.8209 11.113
O 7.3269 10.4602 17.3381
O 11.6333 9.7825 14.7994
O 4.1952 0.0196 10.6286
O 2.137 7.8638 11.1051
O 3.3127 12.7673 12.8885
O 9.4681 12.5547 12.9383
O 1.3971 2.2659 20.5038
O 1.2622 11.9223 14.1722
O 5.2366 1.191 12.8787
O 3.2176 3.7726 10.9094
O 10.5125 7.5675 14.2775
O 10.3496 1.4539 13.8217
O 5.5897 4.9921 12.5289
O 5.6375 12.967 20.7422
O 2.0388 5.7716 9.5812
O 10.8986 5.1736 15.2805
O 5.5475 5.2912 20.1935
O 7.7835 1.3595 13.4069
O 8.4614 5.6077 16.0087
O 10.1106 4.7133 17.8308
O 2.6258 2.5478 18.2756
O 9.6621 4.0709 10.397
O 2.0149 6.7862 18.2039
O 10.743 12.9901 9.5566
O 10.8791 0.6184 16.3288
O 4.4562 7.5898 18.5475
O 3.5452 12.3405 15.4936
O 3.188 9.2004 20.202
O 4.5873 10.3297 14.0761
O 5.7901 12.7468 17.6665
O 0.4876 2.7812 15.3658
O 6.4377 5.9868 17.6431
O 2.0693 3.1486 13.2344
O 10.1227 4.851 20.481
O 5.0447 2.1865 17.4119
O 5.6501 8.336 20.8212
O 0.5338 9.1636 18.3357
O 3.4717 11.5998 21.2518
O 10.2184 10.4126 19.8002
O 9.7506 0.0403 18.6065
O 1.1981 11.0261 20.0314
O 1.4272 6.5429 14.6643
O 11.4588 7.2454 16.7758
O 11.1778 11.1221 11.2628
O 7.8311 0.8806 20.2362
O 11.1853 2.1042 9.4995
O 11.3856 6.982 19.5457
O 2.1307 0.9648 14.6807
O 7.6189 6.9064 19.793
O 8.8847 6.5215 9.9647
O 6.1675 0.8257 15.4346
O 2.475 9.911 15.4929
O 0.848 0.6062 18.5202
O 4.3482 9.1038 11.43
O 7.998 11.6529 20.6368
O 7.0757 4.7684 10.5293
O 3.859 4.8495 17.6674
O 3.5173 3.8725 20.9667
O 5.9048 3.2388 14.3928
O 7.044 10.6967 14.8019
O 9.3503 1.1803 11.2495
O 9.5446 3.0102 15.8588
O 6.3971 7.2521 11.3936
O 7.1155 8.0665 16.0282
O 1.6997 12.3823 10.2172
O 8.4841 11.2096 10.9813
O 2.0158 9.7184 12.8693
O 4.7903 10.3929 16.7283
O 7.5557 1.3453 17.6721
O 9.2232 9.5187 15.6408
O 6.6115 9.499 10.0094
O 1.1631 4.9601 20.5617
O 3.237 0.4472 19.8393
O 3.504 7.5795 13.4338
O -0.1215 11.6964 17.7959
O 1.9863 1.4627 11.1497
O 9.674 9.8693 13.0137
O 9.5734 2.5227 19.1673
O 5.8624 12.0578 12.5537
O 6.1308 5.8525 14.9942
O 3.7575 5.1266 14.3141
O 3.6221 7.0385 16.1085
O 4.6384 5.8524 10.1722
O 7.8035 4.3549 19.2066
O 6.6551 9.4941 12.62
O 5.374 10.2766 19.114
O 3.1062 3.1146 15.776
O 9.309 9.0728 9.8823

Results
free energy: -170182.411 eV
free energy less fixed offsets of H -17.10, O -569.03, Si -635.61 eV per atom: -1.841 eV

Forces (eV/angstrom), in the order of the atoms: element, x, y, z
Si -0.0011 -0.0001 0.0054
Si 0.0009 -0.0011 0.0049
Si 0.0033 0.0083 0.0075
Si 0.0228 0.0207 -0.0132
Si -0.0013 0.0109 0.0007
Si -0.0072 -0.0023 0.003
Si 0.0053 0.016 0.005
Si -0.0043 0.0113 0.001
Si 0.0215 0.0079 -0.0112
Si 0.0024 -0.0024 0.0017
Si -0.0037 -0.0011 0.0043
Si 0.0021 0.0028 0.0084
Si -0.0043 -0.0067 0.0025
Si -0.008 -0.0022 -0.0004
Si -0.0008 -0.0104 -0.0038
Si -0.0032 -0.0139 0.0047
Si -0.0031 -0.0135 0.0035
Si -0.0014 0.0003 -0.0079
Si -0.001 -0.0078 -0.0054
Si -0.003 -0.0039 -0.0051
Si 0.0005 0.0019 0.0008
Si 0.0071 0.0009 -0.0026
Si 0.0037 -0.0013 -0.0017
Si -0.0053 -0.006 0.0037
Si -0.0017 -0.0011 0.0093
Si 0.0039 -0.0026 0.0129
Si 0.004 -0.0018 0.0066
Si -0.002 0.0007 0.0029
Si -0.0049 0.0014 0.011
Si 0.0059 -0.0057 0.0132
Si 0.0044 -0.001 0.0047
Si 0.0032 0.0003 0.0011
Si -0.0077 0.0056 0.005
Si -0.0074 -0.0029 0.0044
Si 0.0035 -0.0057 0.0069
Si 0.0037 0.0025 0.0048
Si 0.004 0.0044 -0.0048
Si -0.0042 0.0033 -0.0048
Si 0.0003 0.0002 -0.0141
Si 0.002 0.0026 -0.0074
Si 0.0048 0.0025 -0.0069
Si -0.0043 0.0038 -0.0073
Si -0.0052 0.0008 -0.0052
Si 0.0044 0.0011 -0.0021
Si 0.002 0.0018 -0.0047
Si 0.0006 0.0036 -0.0021
Si 0.0055 0.0023 -0.0059
Si -0.0032 -0.0004 -0.0058
Si 0.0111 -0.0524 -0.0035
Si -0.0268 0.0731 0.1097
Si -0.1709 0.0971 0.0976
Si -0.0877 0.1555 -0.1373
Si -0.0851 0.1083 0.0397
Si 0.0565 0.0578 0.0504
Si -0.0679 0.1311 -0.1525
Si -0.0277 0.183 -0.0616
Si 0.0176 0.0253 -0.1053
Si 0.0443 -0.0857 -0.1683
Si -0.1289 -0.1248 -0.2418
Si -0.063 0.0275 -0.0039
Si 0.0448 0.0494 0.205
Si 0.0224 -0.087 0.1297
Si 0.1076 -0.0974 0.1815
Si -0.0973 -0.0337 0.2381
Si -0.017 -0.0369 -0.0461
Si 0.1792 -0.2727 0.0112
Si 0.1618 -0.0226 -0.1269
Si -0.0069 -0.0743 0.1112
Si -0.052 -0.0516 -0.0967
Si 0.1753 0.1071 -0.041
Si -0.0178 -0.0063 0.079
Si -0.0061 0.1 -0.0371
Si -0.0037 -0.0054 0.0031
Si -0.0042 -0.0003 0.0039
Si 0.0065 -0.0016 0.0061
Si 0.0059 -0.0055 0.0071
Si 0.0016 0.0013 0.0076
Si -0.0014 -0.0038 0.0058
Si -0.0048 -0.0033 0.0021
Si 0.0008 -0.0042 0.0041
Si 0.0058 -0.0045 -0.0004
Si -0.0064 0.0012 0.0107
Si 0.0018 -0.0063 0.0039
Si 0.0064 -0.005 -0.0021
Si -0.0083 0.0013 -0.003
Si 0.0002 -0.0063 -0.0051
Si 0.0018 -0.004 -0.0058
Si -0.002 0.0071 -0.01
Si -0.0036 -0.0031 -0.0073
Si -0.0005 0.0016 -0.0061
Si -0.0079 0.0002 -0.0155
Si 0.0011 0.0015 -0.005
Si -0.0074 0.0052 -0.0005
Si 0.0067 -0.0044 -0.0007
Si -0.0037 0.0022 -0.0066
Si -0.0051 0.0019 -0.0052
Si 0 0.0083 0.0105
Si 0.0026 0.0108 -0.0035
Si 0.0028 0.0127 -0.0097
Si -0.0089 -0.0075 0.0076
Si 0.0035 0.0055 0.0074
Si 0.0209 0.0106 -0.0041
Si 0.0131 0.0119 0.0017
Si 0.0081 -0.0018 0.0028
Si 0.0053 0.008 -0.0031
Si 0.0095 0.0145 -0.0006
Si 0.008 -0.0037 0.0032
Si -0.0158 0.0097 0.0041
Si -0.03 -0.02 0.003
Si -0.0021 -0.0004 -0.0002
Si 0.0299 -0.0197 0.0079
Si 0.0024 -0.023 -0.0107
Si 0.0047 -0.0099 -0.0065
Si -0.0266 0.0046 0.0188
Si -0.0071 0.0091 -0.0018
Si 0.0071 -0.0071 0.0001
Si -0.0237 -0.0178 0.0383
Si 0.0027 -0.0175 0.0034
Si -0.0112 -0.0036 -0.0043
Si 0.0033 -0.0141 -0.0094
H -0.0019 -0.0027 -0.0029
H -0.0005 -0.0003 0.0014
H -0.0012 -0.002 0.0016
O 0.0039 0.0027 -0.0031
O 0.0023 -0.004 0.0077
O -0.0002 0.0034 0.0087
O -0.0055 0.003 -0.0018
O 0.0021 0.0072 -0.0046
O -0.0019 0.0091 0.0078
O 0.0098 -0.005 0.0087
O -0.0036 -0.0037 -0.0057
O 0.0123 0.0072 0.0014
H 0.001 0.0009 -0.0024
H 0.0007 0.0037 -0.0003
H 0.0018 0.0003 -0.0002
O 0.0037 -0.0049 -0.0027
O 0.0014 -0.0022 -0.0054
O -0.0004 0.0011 -0.0076
O -0.0013 -0.007 -0.0055
O -0.0019 -0.0026 -0.0074
O -0.0085 -0.0021 -0.0167
O -0.0063 0.0004 -0.0004
O -0.0041 -0.0064 -0.0085
O -0.0035 -0.0028 -0.006
Si -0.0037 0.0006 0.0036
Si 0.0002 -0.0015 0.0035
Si -0.0008 -0.0013 0.0026
Si -0.0016 -0.001 0.0112
Si -0.0038 0.0056 -0.0028
Si 0.0036 -0.0007 -0.0052
Si 0.0031 0.0004 -0.0058
Si 0.0014 -0.0003 -0.0008
Si 0.0006 -0.0015 -0.0098
Si 0.004 -0.0038 -0.0054
Si 0.0016 0.0006 -0.0022
Si -0.0012 0.0009 0.0028
Si 0.001 0.001 -0.015
Si 0.0001 -0.0006 0.013
Si 0.0008 -0.0007 -0.0041
Si -0.0046 -0.0029 -0.0136
Si -0.001 0.0006 0.017
Si 0.001 0.002 0.0067
Si -0.0009 -0.0005 0.0025
Si -0.0007 -0.0034 0.0051
Si 0.0006 -0.0003 0.0002
Si -0.0003 -0.0011 0.0021
Si 0.0004 0.0017 0.0065
Si 0.0003 -0.002 0.0349
Si 0.0028 -0.0001 -0.0006
Si -0.001 -0.0016 0.0018
Si -0.0011 -0.0008 0.002
Si -0.0032 -0.0028 -0.0012
Si -0.0009 -0.0033 0.0017
Si 0.0014 -0.0007 0.0092
Si 0.0019 -0.0022 -0.0011
Si 0.0036 0.0015 -0.0194
Si 0.0055 -0.0033 -0.004
Si -0.0008 0.0003 0.0022
Si 0.001 -0.0007 0.0026
Si 0.0011 -0.002 0.0009
Si 0.0007 -0.0007 0.0138
Si -0.0003 -0.0012 0.0016
Si 0.002 0 0.0067
Si -0.0019 0.0018 0.0038
Si -0.0003 -0.0029 0.0011
Si -0.0088 0.0015 -0.0237
Si 0.002 -0.0024 -0.0066
Si 0.0001 0.0002 0.0005
Si -0.0035 -0.0004 -0.0133
Si 0.0004 -0.0022 0.0012
Si -0.0007 -0.0006 -0.0032
Si 0.0003 -0.0007 0.0055
Si -0.0023 -0.0014 0.0118
Si -0.0004 0.0016 0.0001
O -0.0038 -0.0026 -0.0037
O 0.0095 -0.0023 0.0038
O 0.0073 -0.0024 0.0037
O -0.0034 -0.0015 -0.0016
O 0.0002 -0.0019 -0.0026
O 0.0008 -0.001 0.0058
O 0.0024 -0.0031 0.0038
O -0.0001 0.0002 0.0037
O 0.0004 -0.0019 -0.0003
O 0.0037 -0.0052 -0.0106
O 0.004 -0.0026 0.0008
O 0.0008 -0.0026 0.0001
O -0.0029 -0.0002 0.0014
O 0.0016 -0.0017 0.0019
O -0.0016 -0.0006 0.0003
O -0.007 0.0022 0.0002
O 0.0006 0.0003 -0.003
O 0.0044 -0.0013 0.0028
O -0.0006 0.0013 0.0021
O 0.0066 0.0019 -0.0103
O -0.0015 -0.0007 0.0004
O 0.0012 -0.0018 -0.0001
O -0.0024 -0.0018 -0.0025
O 0.0012 -0.0022 -0.003
O 0.0013 0.0006 0.0002
O 0.0003 -0.0016 -0.0031
O 0.002 -0.0071 0.0066
O 0.001 0.001 0.0007
O -0.0006 -0.0001 -0.0006
O -0.0022 -0.0048 -0.0048
O 0.0034 0.0006 -0.0046
O 0.0012 0.001 -0.0006
O 0.0009 -0.0002 -0.0027
O -0.0003 -0.0011 -0.0034
O 0.0026 -0.0015 -0.0006
O 0.0012 -0.0022 -0.0023
O -0.0014 -0.0012 -0.009
O -0.0002 -0.001 -0.0029
O 0.0012 0.0004 -0.0061
O 0.0003 0 0.0001
O -0.0002 0.0006 -0.0076
O 0.0046 0.0001 -0.0051
O -0.0005 0.0021 -0.0041
O -0.0013 -0.0019 -0.0057
O 0.0013 -0.0004 0.0003
O 0.0012 -0.0022 -0.0009
O -0.0025 -0.0012 0.0023
O 0.0005 0.0009 -0.0069
O 0.0016 0.0026 0.0053
O 0.0016 -0.0015 -0.0041
O 0 -0.0006 -0.0035
O -0.0001 -0.004 -0.005
O 0.0067 0.0003 0.0055
O -0.0006 0.0005 -0.0007
O 0.0023 0.0009 -0.0039
O 0.0018 0.0007 -0.0022
O 0.0002 -0.0032 0.0021
O 0.0012 -0.0014 -0.0013
O -0.0009 0.001 0.0028
O -0.0012 -0.0011 -0.0036
O -0.0051 -0.0008 -0.0075
O -0.0001 -0.0002 -0.0011
O 0.0007 -0.0007 -0.0022
O 0.0001 -0.0033 0.01
O 0.0025 0.0003 -0.0009
O -0.0032 -0.0031 0.0001
O 0.0004 -0.0014 0.0001
O 0.0004 0.0006 0.0017
O 0.0026 -0.0016 0.0022
O 0.0006 -0.0025 0.0023
O -0.0016 0.0012 -0.0033
O 0.0001 -0.0012 -0.0011
O -0.003 -0.0011 -0.0024
O -0.0002 -0.0018 0.009
O -0.0018 0.0003 -0.0045
O -0.0014 0.0016 -0.0046
O -0.0024 -0.0008 -0.0011
O 0.0015 -0.0012 0.001
O 0 0.0032 0.0041
O 0.0008 0.0009 0.001
O -0.0005 0.0013 -0.0035
O -0.0017 -0.0013 0
O -0.0001 -0.0036 -0.003
O 0.0018 0.0012 0.001
O -0.0028 -0.0021 -0.0015
O 0.001 -0.0025 0.0033
O 0.0011 0.0016 -0.002
O -0.0043 0.001 0.0001
O 0.0002 -0.0008 -0.001
O 0.0022 -0.0006 0.0008
O -0.0013 -0.0008 0.0065

The program warned: the cutoff lies below the one the program advises for these potential files; the exchange-correlation potential is rough where the density is thin.
